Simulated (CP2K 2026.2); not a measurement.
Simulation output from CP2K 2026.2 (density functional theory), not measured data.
Periodic cell of 518 atoms, Si360O158, from a study of silicon, its oxide and their interface. The atomic structure is a simulated model.
Doubt: the forces sum to 3.85 eV/angstrom along one axis rather than to zero, so they err by at least 0.0074 eV/angstrom per atom on average; the grid cutoff is modest.

Settings
functional: PBE
method: Gaussian and plane waves
basis set: DZVP-MOLOPT-SR-GTH
pseudopotentials: GTH-PBE
grid cutoff: 350 Ry, relative cutoff 50 Ry
k points: Gamma only
occupations: fixed
spin: none
net charge: 0

Cell vectors (angstrom)
a 16.32 0 0
b 0 16.32 0
c 0.4562 -1.7898 34.5361

Atoms and the computed forces on them: element, x, y, z (angstrom), force x, y, z (eV/angstrom)
Si 10.218 10.405 30.286 0.062 -0.092 0.038
Si 16.631 14.574 32.17 0.136 0.139 0.642
Si 13.42 2.521 0.167 0.182 0.103 0.713
Si 16.738 3.97 34.409 0.016 -0.313 0.758
Si 14.333 7.298 29.248 0.033 0.063 0.006
Si 14.392 7.807 32.092 -0.137 -0.025 0.229
Si 1.948 13.255 29.926 -0.111 0.027 0.087
Si 4.442 -1.408 29.571 -0.028 -0.028 0.029
Si 2.629 0.315 34.524 -0.136 -0.008 0.623
Si 6.062 2.939 31.767 0.043 0.118 0.12
Si 2 6.006 32.582 0.051 0.076 0.098
Si 5.72 9.72 31.69 -0.05 -0.057 0.2
Si 7.972 11.822 31.787 0.084 -0.041 0.192
Si 12.287 -1.031 32.827 -0.085 -0.083 0.002
Si 10.977 0.995 30.942 -0.034 0.011 0.116
Si 11.653 3.688 31.994 0.054 0.032 0.104
Si 9.98 6.31 32.073 -0.057 -0.152 0.124
Si 11.558 8.843 32.661 0.107 0.257 0.656
Si 0.904 -1.398 34.488 -0.008 0.001 -0.083
Si 3.644 0.955 31.574 -0.036 -0.11 0.083
Si 2.195 4.906 29.594 0.104 -0.03 0.119
Si 3.322 8.688 0.16 0.055 0.167 0.638
Si 0.526 11.354 0.298 -0.014 0.037 -0.006
Si 2.212 13.063 0.141 -0.138 -0.119 0.625
Si 5.848 0.422 0.074 0.193 0.247 0.51
Si 8.053 0.374 34.472 -0.012 0.005 -0.066
Si 5.955 5.94 0.062 0.215 0.066 0.625
Si 7.767 7.554 0.055 -0.19 -0.017 0.584
Si 5.013 10.393 0.124 -0.176 -0.132 0.7
Si 8.585 13.995 0.181 0.117 0.264 0.621
Si 10.236 15.738 0.241 -0.136 -0.137 0.614
Si 14.592 2.793 32.407 -0.103 0.039 0.212
Si 11.157 5.672 0.319 -0.152 -0.12 0.693
Si 13.345 8.001 0.206 0.129 0.215 0.659
Si 11.424 11.463 0.239 0.016 0.049 -0.003
Si 13.077 13.203 0.141 -0.038 -0.178 0.574
Si 15.07 1.348 1.324 -0.047 0.007 -0.016
Si 1.262 4.066 1.073 -0.013 0.036 -0.021
Si 14.975 6.877 1.457 -0.007 -0.023 -0.048
Si 1.514 9.579 1.454 0.05 -0.087 -0.085
Si 14.944 12.293 1.346 -0.013 -0.017 -0.026
Si 1.35 14.952 1.282 -0.015 -0.002 -0.005
Si 4.031 1.343 1.29 -0.044 0.003 0.008
Si 6.775 4.024 1.226 0.015 0.017 -0.003
Si 4.19 6.852 1.341 -0.024 -0.015 -0.033
Si 6.834 9.416 1.261 -0.004 -0.001 -0.064
Si 4.043 12.172 1.355 0.022 -0.044 -0.079
Si 6.807 15.005 1.363 0.052 -0.028 -0.043
Si 9.336 1.284 1.344 0.071 0.022 -0.053
Si 12.246 4.019 1.534 0.029 0.028 -0.003
Si 9.471 6.776 1.479 -0.03 0.027 -0.012
Si 12.252 9.635 1.464 -0.043 -0.027 -0.009
Si 9.594 12.304 1.442 -0.046 -0.004 -0.028
Si 12.119 14.911 1.444 -0.003 0.013 -0.081
Si 13.604 -0.006 2.646 0.019 -0.025 0.001
Si 16.341 2.784 2.672 0.008 0.017 -0.036
Si 13.653 5.43 2.795 0.02 -0.007 0.02
Si 0.069 8.221 2.74 -0.044 0.023 0.023
Si 13.701 10.885 2.801 -0.033 0.033 -0.039
Si 16.248 13.703 2.716 0.03 -0.055 -0.058
Si 2.768 -0.08 2.679 -0.009 -0.007 -0.025
Si 5.34 2.778 2.654 0.039 -0.011 -0.042
Si 2.694 5.415 2.512 -0.017 -0.026 -0.021
Si 5.51 8.153 2.783 0.008 0.014 0.001
Si 2.781 10.905 2.882 -0.004 -0.007 -0.013
Si 5.427 13.587 2.635 -0.024 0.014 0.024
Si 8.079 0.001 2.84 0.024 0.003 0.008
Si 10.769 2.648 2.712 -0.045 0.011 0.009
Si 8.157 5.299 2.736 -0.045 0.013 -0.05
Si 10.827 8.241 2.752 0.05 -0.044 0.005
Si 8.173 10.842 2.624 -0.009 -0.022 -0.012
Si 10.873 13.597 2.918 -0.022 0.005 -0.02
Si 14.914 15.005 4.106 -0.013 0.047 0.026
Si 1.394 1.362 3.993 -0.018 0.021 -0.018
Si 15.005 4.072 4.122 -0.007 0.013 0.01
Si 1.405 6.769 4.001 0.029 -0.004 0.009
Si 15.027 9.527 4.144 0.037 0.002 0.031
Si 1.323 12.304 4.081 0.01 0.004 0.005
Si 4.099 14.919 4.072 0.01 -0.024 0.008
Si 6.7 1.414 4.081 -0.021 -0.029 -0.019
Si 4.014 4.126 4.016 -0.04 -0.005 0.025
Si 6.828 6.732 4.089 0.002 0.01 0.012
Si 4.149 9.508 4.156 0.024 0.005 0.036
Si 6.805 12.222 3.997 0.02 0.006 0.011
Si 9.486 14.985 4.181 0 0.005 0.034
Si 12.225 1.334 4.026 -0.008 -0.001 0.017
Si 9.502 4.015 4.131 0.021 -0.006 0.036
Si 12.228 6.829 4.064 0.004 -0.007 -0.022
Si 9.481 9.554 4.114 0.005 -0.003 0.014
Si 12.288 12.218 4.161 -0.013 -0.014 -0.015
Si 16.325 0.049 5.4 0.009 -0.017 0.014
Si 2.713 2.724 5.398 0.009 -0.016 0.008
Si 16.366 5.454 5.433 0.031 0.008 -0.007
Si 2.74 8.123 5.424 -0.013 -0.001 -0.002
Si 16.346 10.917 5.476 0.005 -0.003 0.016
Si 2.712 13.616 5.446 0.01 -0.006 0
Si 5.408 0.001 5.44 0 0.005 0.014
Si 8.106 2.701 5.468 0.006 -0.014 0.011
Si 5.403 5.431 5.422 -0.013 0 0.009
Si 8.163 8.134 5.446 -0.004 0.005 0.001
Si 5.491 10.898 5.458 0.013 0.007 -0.007
Si 8.123 13.572 5.445 -0.022 -0.019 -0.007
Si 10.895 0.016 5.468 -0.014 -0.005 0.004
Si 13.585 2.707 5.409 -0.023 -0.011 -0.01
Si 10.882 5.436 5.423 -0.006 0.013 -0.012
Si 13.611 8.158 5.444 -0.012 0.016 -0.012
Si 10.88 10.874 5.476 -0.013 0.005 0.019
Si 13.611 13.617 5.49 -0.008 0 0
Si 14.936 1.35 12.247 0.002 -0.007 0.001
Si 1.345 4.082 12.248 0.004 0.002 0.004
Si 14.957 6.802 12.255 -0.006 0.008 0.008
Si 1.368 9.54 12.221 0.003 -0.015 -0.01
Si 14.947 12.258 12.24 -0.012 0.015 0.007
Si 1.35 14.96 12.234 0.005 -0.015 -0.005
Si 4.069 1.368 12.23 -0.019 0.014 -0.006
Si 6.82 4.068 12.24 0.015 -0.007 0.001
Si 4.095 6.808 12.228 -0.002 -0.003 -0.01
Si 6.796 9.504 12.232 0.006 0.003 -0.011
Si 4.06 12.231 12.231 0.017 0 -0.009
Si 6.805 14.973 12.237 -0.022 -0.003 0.007
Si 9.539 1.372 12.246 0.01 0 -0.007
Si 12.224 4.058 12.249 0.003 -0.002 0.002
Si 9.528 6.794 12.239 -0.009 0.011 -0.001
Si 12.254 9.51 12.234 0.006 -0.007 -0.001
Si 9.524 12.245 12.247 -0.003 -0.007 0.011
Si 12.253 14.979 12.25 0.003 0.006 -0.006
Si 13.592 0.01 13.654 0.003 -0.007 0.011
Si 16.29 2.71 13.594 -0.003 0.016 -0.008
Si 13.581 5.42 13.594 0.003 0.006 -0.003
Si 16.335 8.19 13.579 0.001 0.011 -0.003
Si 13.587 10.89 13.596 -0.01 -0.033 -0.004
Si 16.294 13.627 13.606 0.008 0 0.007
Si 2.701 0.012 13.582 0.02 0.017 -0.008
Si 5.451 2.706 13.586 -0.029 -0.006 -0.008
Si 2.73 5.453 13.572 -0.015 -0.01 0
Si 5.449 8.151 13.616 0.002 0.006 0.007
Si 2.701 10.889 13.619 -0.007 -0.008 0.006
Si 5.425 13.6 13.559 0.009 -0.001 0.003
Si 8.181 0.014 13.593 -0.002 0.001 -0.007
Si 10.889 2.705 13.654 -0.021 0.005 0.01
Si 8.189 5.421 13.604 0.018 -0.005 0.007
Si 10.901 8.145 13.593 0.01 0.011 -0.008
Si 8.154 10.865 13.577 -0.004 -0.008 0.006
Si 10.897 13.616 13.598 -0.009 -0.011 -0.001
Si 14.961 14.976 15.021 -0.016 0.019 0.005
Si 1.317 1.345 14.95 0.013 -0.033 0.003
Si 14.924 4.055 14.957 -0.004 -0.01 -0.015
Si 1.373 6.819 14.921 0.014 0.014 -0.009
Si 14.976 9.552 14.937 0.001 0.008 -0.001
Si 1.316 12.266 14.966 0.009 -0.01 0.004
Si 4.079 14.973 14.908 0.002 0.009 -0.012
Si 6.815 1.356 14.959 -0.015 -0.007 0
Si 4.09 4.084 14.915 0.046 0.005 -0.006
Si 6.829 6.772 14.958 -0.022 0.005 0.003
Si 4.073 9.518 14.966 0.002 0.005 0.007
Si 6.779 12.234 14.904 -0.026 -0.01 -0.01
Si 9.546 14.981 14.953 0.023 0.019 -0.004
Si 12.24 1.354 15.056 0 -0.013 0.017
Si 9.536 4.08 15.013 0.027 -0.009 0.005
Si 12.226 6.759 14.97 -0.027 0.016 0.003
Si 9.546 9.526 14.922 0.002 -0.006 0.002
Si 12.232 12.248 14.974 -0.008 -0.013 0.005
Si 16.286 0.049 16.409 0.013 0.011 0.017
Si 2.724 2.706 16.224 -0.028 0.014 -0.031
Si 16.325 5.431 16.219 -0.02 0.006 -0.03
Si 2.713 8.15 16.33 0.021 0.043 -0.012
Si 16.269 10.932 16.359 -0.025 0.003 0.017
Si 2.663 13.69 16.259 -0.009 0.026 -0.005
Si 5.497 -0.077 16.281 0.022 -0.019 -0.024
Si 8.126 2.744 16.346 -0.001 0.014 -0.021
Si 5.454 5.407 16.308 0.001 -0.022 0.002
Si 8.241 8.126 16.269 0.024 -0.007 0.018
Si 5.416 10.921 16.298 -0.024 -0.034 0.026
Si 8.171 13.578 16.22 -0.028 -0.011 -0.06
Si 10.868 -0.028 16.412 0.004 0.011 0.016
Si 13.599 2.744 16.418 -0.013 -0.013 0.004
Si 10.911 5.405 16.419 -0.004 -0.002 0.003
Si 13.636 8.136 16.231 0.029 -0.023 -0.04
Si 10.832 10.914 16.324 -0.027 0.011 0.022
Si 13.613 13.571 16.355 0.034 -0.007 -0.01
Si 14.942 1.417 17.828 0.026 0.006 -0.026
Si 1.364 4.08 17.549 0.015 0.024 0.032
Si 14.984 6.762 17.587 0.004 0 0.003
Si 1.323 9.539 17.642 0.002 -0.002 -0.024
Si 14.941 12.281 17.83 -0.015 0.023 -0.021
Si 1.359 15.008 17.735 0.003 -0.03 -0.03
Si 4.109 1.327 17.507 -0.015 0.027 -0.015
Si 6.761 4.074 17.762 0.016 -0.003 0.01
Si 4.11 6.77 17.654 -0.014 -0.029 -0.02
Si 6.875 9.522 17.53 -0.017 0.073 -0.038
Si 3.987 12.338 17.589 0.007 -0.012 -0.015
Si 6.855 14.833 17.651 -0.014 -0.004 0.058
Si 9.446 1.373 17.703 0.007 -0.013 0.006
Si 12.271 4.071 17.861 -0.003 0.016 0.004
Si 9.533 6.781 17.745 -0.037 0.01 -0.011
Si 12.274 9.507 17.521 -0.017 -0.03 -0.017
Si 9.419 12.289 17.697 0.026 -0.054 0.063
Si 12.25 14.864 17.743 -0.02 -0.022 0.017
Si 13.521 -0.005 19.117 -0.018 0.053 0.037
Si 16.424 2.822 19.087 -0.008 -0.039 0.046
Si 13.733 5.486 19.141 -0.005 -0.012 0.049
Si 16.301 8.141 18.95 0.009 0.005 0.024
Si 13.509 10.798 19.039 0.022 0.027 0.105
Si 16.33 13.719 19.183 -0.042 -0.011 0.055
Si 2.809 0.066 18.982 -0.006 -0.018 0.067
Si 5.386 2.583 19 0.052 -0.008 0.04
Si 2.749 5.355 18.946 0.013 0.027 0.027
Si 5.503 8.217 18.857 -0.033 0.011 -0.052
Si 2.615 10.993 18.93 -0.064 0.042 0.016
Si 5.427 13.516 19.026 -0.014 -0.022 0.019
Si 8.154 -0.09 19.049 0.003 0.039 -0.017
Si 10.796 2.686 19.138 0.027 0.011 0.039
Si 9.347 4.019 20.454 0.05 0.101 -0.714
Si 11.007 8.174 18.957 0.032 -0.03 0.045
Si 8.094 10.849 19.046 -0.031 -0.057 0.018
Si 10.827 13.535 19.143 0.06 -0.034 0.038
Si 15.066 15.243 20.528 0.004 -0.09 -0.785
Si 1.942 1.885 20.221 0.106 0.078 -0.61
Si 15.469 4.5 20.475 -0.165 -0.083 -0.781
Si 1.333 6.698 20.222 -0.005 0.028 -0.625
Si 14.518 9.014 20.211 -0.191 -0.116 -0.651
Si 1.306 12.245 20.498 0.019 0.034 -0.725
Si 4.544 -0.962 20.21 0.167 0.137 -0.592
Si 6.278 0.729 20.217 -0.148 -0.112 -0.585
Si 3.617 3.555 20.209 0.033 -0.002 0.047
Si 4.383 9.924 19.951 0.028 0.013 0.048
Si 5.361 4.882 29.371 -0.083 0.071 0.041
Si 9.916 9.832 20.182 0.037 0.043 -0.04
Si 9.967 -0.919 20.358 0.096 0.078 -0.648
Si 11.672 0.837 20.335 -0.148 -0.119 -0.633
Si 8.079 5.504 19.134 0.031 -0.045 0.011
Si 12.806 7.324 20.283 0.092 0.169 -0.651
Si 6.13 11.584 20.28 -0.001 -0.075 -0.653
Si 11.658 11.602 20.316 -0.189 -0.143 -0.744
Si 1.751 9.662 23.973 -0.058 -0.032 -0.019
Si 6.913 7.157 20.4 -0.016 0.042 0.011
Si 0.756 0.338 22.403 0.088 0.13 -0.085
Si 6.706 7.593 25.136 -0.024 0 -0.065
Si 4.373 13.634 24.937 0.003 -0.068 -0.088
Si 3.17 1.703 26.668 -0.022 0.029 -0.04
Si 10.934 10.701 25.179 -0.047 0.076 0.069
Si 15.644 10.625 22.489 0.027 -0.067 -0.127
Si 0.532 0.733 25.479 0.089 -0.001 -0.153
Si 11.845 6.267 28.004 -0.008 -0.025 0.015
Si 9.395 7.611 29.263 0.042 0.043 0.087
Si 6.767 12.412 23.255 -0.044 -0.137 -0.061
Si 7.189 2.521 22.276 -0.034 -0.101 -0.085
Si 12.646 1.176 23.379 0.006 -0.009 -0.156
Si 2.814 10.79 31.634 -0.034 0.102 0.322
Si 12.575 6.563 23.403 0.03 0.044 -0.131
Si 3.349 8.767 21.65 0.164 0.197 -0.555
Si 15.453 3.444 26.009 -0.065 0.017 -0.012
Si 2.794 14.251 22.412 0.185 0.06 -0.147
Si 8.487 3.632 24.628 -0.007 0.1 -0.131
Si 2.087 7.099 25.683 0.14 0.038 -0.003
Si 6.439 4.95 26.41 -0.098 0.055 -0.014
Si 12.859 14.458 27.268 -0.046 -0.043 0.164
Si 8.094 0.726 32.07 0.045 -0.151 0.845
Si 0.551 12.075 27.572 -0.116 0.06 0.077
Si 13.012 0.675 28.866 0.021 0.079 0.012
Si 10.306 13.544 25.745 -0.145 -0.068 0.042
Si 4.44 4.097 22.322 -0.359 -0.414 -0.552
Si 14.434 9.989 27.761 0.031 -0.017 -0.012
Si 12.924 12.049 23.209 0.041 -0.057 -0.203
Si 6.539 14.444 31.625 -0.056 0.072 0.164
Si 4.484 8.558 26.903 0.056 -0.042 0
Si 12.68 12.072 29.24 0.065 0.029 0.116
Si 14.067 14.669 23.32 -0.042 0.083 -0.091
Si 8.199 9.911 24.058 -0.088 -0.056 -0.024
Si 14.338 3.896 23.35 -0.07 0 -0.217
Si 14.041 12.929 31.902 -0.163 -0.025 0.19
Si 12.682 8.362 25.85 -0.029 0.044 0.002
Si 15.591 0.724 30.486 0.053 -0.066 0.065
Si 5.6 6.935 22.361 0.433 0.038 -0.484
Si 3.606 4.372 25.151 0.057 -0.093 -0.008
Si 8.609 8.406 21.517 0.089 0.055 -0.689
Si 0.688 8.841 32.667 0.258 0.223 0.67
Si 9.814 5.765 22.889 -0.066 -0.083 -0.115
Si 16.529 5.9 27.563 0 -0.003 0.087
Si 3.174 11.186 26.357 -0.024 -0.043 -0.131
Si 5.416 -0.324 26.742 -0.017 -0.061 0.028
Si 12.673 3.232 27.448 -0.027 0.083 0.055
Si 6.361 7.721 29.359 -0.011 0.041 0.037
Si 1.776 1.96 29.447 0.03 -0.064 0.006
Si 8.459 -0.519 25.846 0.022 -0.092 -0.059
Si 9.015 14.498 23.265 0.073 0.134 -0.04
Si 10.596 1.749 25.63 -0.083 -0.037 -0.098
Si 15.647 14.267 25.832 -0.046 0.031 -0.055
Si 14.955 1.371 6.785 -0.003 0.009 -0.006
Si 1.375 4.075 6.795 -0.013 -0.001 0.001
Si 14.979 6.798 6.792 0.005 -0.004 0.001
Si 1.385 9.51 6.785 0.013 0.012 -0.002
Si 14.97 12.253 6.833 0.007 0.001 0.007
Si 1.354 14.998 6.782 -0.005 -0.006 -0.003
Si 4.057 1.368 6.793 -0.005 0.005 0.003
Si 6.763 4.082 6.803 -0.007 -0.006 0.006
Si 4.08 6.789 6.811 0.005 0.004 0
Si 6.821 9.513 6.813 -0.005 -0.01 -0.001
Si 4.086 12.247 6.794 -0.018 -0.012 -0.003
Si 6.777 14.955 6.797 0.016 0.009 -0.002
Si 9.506 1.362 6.809 0.004 0.003 0.006
Si 12.245 4.079 6.781 0.004 0.002 0
Si 9.533 6.791 6.802 -0.001 -0.003 -0.002
Si 12.245 9.506 6.817 0 0 0.007
Si 9.508 12.24 6.816 0.017 0.007 0
Si 12.236 14.966 6.83 0.001 -0.003 0.012
Si 13.608 0.009 8.161 0.007 -0.003 -0.003
Si 16.31 2.732 8.152 -0.004 0.012 0.005
Si 13.612 5.431 8.147 -0.001 -0.007 0.006
Si 16.329 8.169 8.154 0 0.015 -0.008
Si 13.599 10.883 8.172 -0.007 0.012 0.002
Si 16.332 13.626 8.158 -0.002 -0.003 0.001
Si 2.704 0.017 8.164 -0.02 0.018 0.01
Si 5.425 2.715 8.165 0.01 -0.005 0.002
Si 2.725 5.431 8.17 0.013 -0.008 -0.002
Si 5.443 8.158 8.159 -0.011 0.012 0
Si 2.735 10.874 8.15 0.013 -0.024 0.003
Si 5.426 13.606 8.17 -0.013 0.016 0
Si 8.156 -0.015 8.16 0.015 -0.022 0.001
Si 10.874 2.731 8.149 -0.008 0.008 -0.004
Si 8.151 5.437 8.147 -0.013 0.014 -0.009
Si 10.888 8.145 8.174 0.017 -0.018 0.009
Si 8.169 10.871 8.182 0.011 -0.02 -0.009
Si 10.869 13.604 8.174 -0.009 -0.001 0.008
Si 14.963 14.969 9.52 0.01 -0.005 0.003
Si 1.342 1.372 9.522 -0.002 -0.01 0.002
Si 14.956 4.081 9.526 0 0.004 0.01
Si 1.359 6.8 9.52 0.004 -0.005 0.006
Si 14.969 9.524 9.521 -0.005 -0.006 0
Si 1.365 12.246 9.501 -0.001 0.006 -0.01
Si 4.067 14.969 9.522 0.004 -0.007 0.002
Si 6.799 1.355 9.516 -0.006 0.01 -0.005
Si 4.08 4.079 9.534 -0.009 0 0.004
Si 6.805 6.795 9.515 0.01 0.006 -0.008
Si 4.086 9.519 9.514 0.004 -0.006 -0.006
Si 6.795 12.24 9.526 -0.005 -0.007 -0.003
Si 9.518 14.964 9.535 0.005 0.003 0.005
Si 12.237 1.369 9.508 0.004 -0.004 0
Si 9.515 4.084 9.51 -0.001 0.005 -0.001
Si 12.253 6.783 9.521 0 0.006 0.009
Si 9.53 9.512 9.534 0 0.011 0.005
Si 12.235 12.243 9.529 -0.011 -0.001 0.003
Si 16.309 0.006 10.886 -0.006 0.008 0.003
Si 2.705 2.729 10.882 0.006 0.002 -0.006
Si 16.313 5.446 10.886 -0.001 0.002 0.004
Si 2.726 8.165 10.873 0.013 0.019 -0.011
Si 16.319 10.902 10.875 0.002 0 -0.002
Si 2.71 13.599 10.874 -0.008 -0.006 0.001
Si 5.434 0.005 10.879 0.004 0.001 -0.003
Si 8.171 2.715 10.873 0.004 -0.003 -0.008
Si 5.456 5.435 10.884 -0.002 0.003 0
Si 8.163 8.148 10.88 -0.009 -0.009 -0.002
Si 5.435 10.874 10.882 -0.014 -0.015 0.002
Si 8.159 13.601 10.886 0.012 0.004 0.006
Si 10.89 0.011 10.883 0 -0.001 -0.004
Si 13.589 2.715 10.881 -0.007 -0.005 -0.009
Si 10.88 5.428 10.88 0.001 0.003 -0.001
Si 13.612 8.153 10.874 -0.002 0.003 -0.003
Si 10.884 10.877 10.892 0.005 -0.01 0.004
Si 13.597 13.616 10.877 0.001 -0.004 -0.002
O 13.698 11.926 33.12 -0.022 -0.163 -0.171
O 15.69 3.66 33.199 -0.126 0.096 -0.338
O 14.239 1.537 33.349 -0.142 -0.186 -0.316
O 3.022 0.374 32.935 -0.075 -0.141 -0.286
O 0.674 12.964 28.942 -0.519 0.13 0.003
O 2.935 11.545 33.071 -0.005 0.401 -0.222
O 5.863 14.406 33.108 -0.334 -0.099 -0.161
O 4.944 1.802 31.973 -0.057 0.035 0.115
O 5.823 8.944 33.1 0.142 -0.207 -0.328
O 11.237 11.492 29.671 -0.176 0.137 -0.004
O 10.997 14.393 33.209 -0.428 -0.076 -0.359
O 13.247 14.339 31.96 0.18 0.043 -0.625
O 11.089 3.23 33.446 -0.529 -0.54 -0.101
O 12.689 5.05 34.408 -0.052 -0.1 -0.231
O 8.759 5.825 33.025 -0.126 -0.009 -0.387
O 10.761 7.45 32.907 -0.011 0.028 0.333
O 10.762 9.851 31.698 0.068 0.105 0.049
O 1.528 4.952 33.721 0.458 0.071 0.193
O 16.568 0.732 23.879 -0.51 0.018 0.051
O 5.858 6.303 29.958 -0.209 -0.07 0.53
O 12.067 11.892 21.861 -0.1 -0.037 0.152
O 2.728 1.547 28.214 0.351 -0.354 0.214
O 10.306 6.669 28.31 -0.13 -0.004 -0.189
O 14.918 3.811 21.843 -0.222 -0.607 0.14
O 1.861 8.124 24.457 -0.164 -0.325 -0.447
O 12.499 7.068 21.872 -0.051 0.052 0.194
O 16 -0.341 31.639 -0.282 0.168 0.132
O 7.912 13.436 22.771 0.071 0.017 -0.253
O 6.16 11.793 21.902 -0.285 -0.268 0.397
O 3.425 6.57 33.111 0.364 0.032 -0.534
O 5.812 3.722 30.39 0.273 -0.311 -0.248
O 6.553 6.937 23.667 0.213 -0.307 -0.038
O 5.966 3.557 22.367 0.317 0.171 -0.028
O 1.618 9.701 31.66 -0.116 -0.126 -0.398
O 16.347 -0.639 26.171 -0.097 0.013 0.372
O 1.409 3.519 29.33 -0.524 -0.04 0.121
O 15.788 10.866 27.611 0.083 -0.027 0.041
O 10.128 13.699 24.135 0.335 -0.195 -0.22
O 15.44 9.022 32.297 -0.115 0.685 -0.17
O 8.286 3.018 21.195 -0.106 -0.337 -0.15
O 13.896 3.526 26.44 -0.169 0.262 -0.366
O 7.064 6.432 26.199 0.409 0.233 0.298
O 7.342 11.265 24.246 -0.006 -0.008 0.611
O 15.529 3.862 24.444 0.641 -0.049 -0.212
O 9.375 6.967 30.744 -0.272 0.168 -0.009
O 11.025 5.138 31.653 0.347 0.189 -0.205
O 16.578 5.645 20.932 0.194 -0.02 0.296
O 9.768 10.25 24.159 0.091 -0.228 -0.206
O 11.109 6.003 23.813 -0.049 -0.341 0.854
O 8.349 -0.7 24.229 -0.378 0.45 -0.198
O 9.662 15.166 21.955 -0.076 0.277 0.214
O 6.374 8.813 30.539 0.168 -0.076 0.071
O 15.604 13.32 32.007 0.321 -0.496 0.187
O 11.556 0.45 29.546 -0.453 -0.498 -0.468
O 12.235 11.181 24.365 0.153 -0.326 0.055
O 13.283 3.657 31.996 0.111 0.418 -0.141
O 4.095 14.953 21.747 0.45 -0.105 0.587
O 12.022 1.177 21.897 -0.12 -0.029 0.264
O 9.978 9.132 29.306 0.252 0.019 -0.575
O 3.105 7.726 26.78 -0.303 -0.26 0.318
O 4.599 8.204 22.519 0.243 0.12 0.531
O 16.326 4.432 26.928 0.401 -0.179 0.206
O 13.61 -0.12 23.569 0.142 0.1 0.287
O 12.042 4.654 27.915 -0.335 0.003 -0.027
O 2.496 10.622 25.013 -0.014 0.093 -0.068
O 4.737 -1.318 25.68 -0.017 0.102 -0.283
O 7.837 8.753 25.129 0.14 -0.179 0.408
O 14.402 6.788 33.344 0.111 -0.312 -0.33
O 4.189 10.025 31.309 -0.136 -0.264 -0.218
O 12.949 8.492 31.909 0.04 0.054 -0.448
O 14.454 11.571 23.019 0.124 0.134 0.318
O 10.189 4.841 21.598 0.554 -0.079 -0.088
O 2.142 5.306 31.153 -0.117 -0.259 0.034
O 5.653 13.187 24.086 0.304 0.385 0.06
O 11.907 0.333 32.082 0.188 0.305 0.213
O 13.416 2.582 23.592 -0.24 0.172 -0.012
O 13.666 12.181 30.523 0.223 -0.193 -0.057
O 3.138 3.259 26.227 -0.087 0.066 0.463
O 7.843 2.441 23.738 0.143 -0.618 0.309
O 3.992 -0.193 30.52 -0.143 -0.068 -0.104
O 12.915 13.599 23.663 -0.621 0.103 0.276
O 12.98 -0.562 34.215 -0.183 -0.416 0.21
O 3.132 13.822 23.922 -0.549 -0.36 0.18
O 10.375 11.945 26.086 -0.202 -0.193 0.318
O 6.524 11.112 31.824 -0.175 0.21 0.16
O 14.259 0.166 29.767 -0.156 -0.58 0.331
O 4.567 5.7 22.372 -0.606 0.426 -0.198
O 11.46 1.044 24.463 -0.168 -0.572 -0.164
O 7.768 13.404 31.544 0.42 0.249 -0.348
O 2.292 7.571 21.233 0.252 -0.089 0.356
O 8.717 11.636 33.212 -0.032 -0.447 -0.124
O 14.266 14.022 26.625 0.085 -0.448 -0.107
O 3.755 4.836 29.16 0.049 0.129 -0.122
O 2.508 11.856 30.485 0.412 -0.235 -0.443
O 14.595 8.867 28.921 -0.053 0.233 0.386
O 12.768 6.887 29.182 -0.058 0.276 0.472
O 14.39 14.399 21.751 -0.091 -0.234 0.089
O 2.009 11.42 27.43 0.035 -0.295 0.578
O 2.507 9.808 22.555 -0.052 0.335 -0.316
O 8.834 11.174 30.594 -0.346 -0.052 -0.64
O 5.484 14.052 30.468 0.208 -0.401 -0.027
O 7.838 9.376 22.578 -0.25 0.199 -0.103
O 3.629 3.684 23.676 -0.407 -0.166 -0.123
O 5.325 8.12 28.194 -0.222 0.109 0.067
O 16.549 11.4 21.388 -0.295 -0.197 0.128
O 1.666 1.536 21.815 0.088 0.185 0.59
O 1.538 14.204 31.177 0.172 0.053 -0.097
O 4.673 1.109 26.539 0.38 0.216 -0.336
O 15.134 6.37 28.207 -0.115 -0.329 -0.047
O 2.542 1.883 30.867 -0.283 0.418 0.281
O 2.357 12.981 21.511 0.181 -0.05 -0.034
O 16.542 10.141 23.744 -0.143 0.275 0.465
O 9.467 0.559 31.234 -0.006 -0.12 -0.243
O 5.983 3.95 33.022 -0.359 0.367 -0.291
O 11.413 9.38 25.985 -0.527 -0.269 0.438
O 1.384 5.953 28.677 0.249 0.485 -0.054
O 4.201 10.135 27.004 0.174 0.413 0.545
O 2.125 0.885 25.736 0.202 -0.469 -0.398
O 2.629 5.659 25.176 -0.216 -0.019 -0.049
O 12.968 7.832 24.339 0.579 0.316 -0.081
O 7.861 7.63 28.757 -0.015 -0.283 -0.592
O 5.099 4.862 25.517 0.05 0.358 -0.125
O 0.981 7.252 32.477 -0.308 -0.274 -0.303
O 9.323 7.212 22.38 0 0.041 0.015
O 11.671 14.243 26.213 0.068 0.295 -0.179
O 0.645 6.913 26.387 -0.446 0.299 -0.135
O 12.972 -0.277 27.567 -0.143 0.242 -0.512
O 5.17 -0.864 28.243 0.084 -0.052 0.019
O 14.983 9.339 21.759 0.124 -0.545 0.391
O 13.252 2.268 28.625 0.265 0.181 0.406
O 14.803 7 30.758 0.136 -0.559 -0.14
O 3.974 12.54 26.042 0.272 0.067 0.509
O 12.556 13.548 28.577 -0.419 0.384 0.259
O 9.482 0.703 26.169 -0.043 -0.045 0.319
O 15.892 0.124 21.302 -0.028 0.406 0.026
O 15.285 2.185 31.096 0.171 0.539 -0.535
O 5.308 8.274 25.549 -0.305 0.267 -0.311
O 16.048 1.951 26.172 0.13 -0.011 0.224
O 13.979 9.17 26.424 0.15 0.029 -0.367
O 7.508 2.21 31.755 0.277 0.253 -0.049
O 0.495 0.968 29.448 -0.153 -0.453 -0.539
O 7.01 -0.204 26.483 0.008 0.354 0.356
O 6.656 1.079 21.791 0.016 -0.381 0.368
O 12.336 6.999 26.651 0.067 -0.173 -0.14
O 11.113 2.603 30.936 -0.142 0.187 -0.666
O 7.086 -0.37 31.414 -0.197 0.197 -0.307
O 7.537 3.89 25.899 0.178 -0.305 0.381
O 1.559 -1.049 22.459 -0.076 -0.376 -0.052
O 9.926 3.108 25.08 0.414 0.456 -0.059
O 3.155 14.021 29.155 0.059 0.091 -0.353
O 13.277 11.04 28.157 -0.039 -0.031 -0.486
O 13.58 5.31 23.537 0.047 0.162 0.425
O 11.547 2.277 26.806 0.037 -0.255 0.196
O 9.066 14.381 26.412 -0.173 -0.366 0.567
O 15.356 14.3 24.235 0.515 -0.155 -0.063
O 16.596 13.042 26.295 0.174 -0.107 -0.311
O 8.685 4.987 23.755 -0.387 0.132 -0.073
O 6.089 4.642 27.948 0.089 -0.155 0.124

Results
total energy: -107794.948 eV
total energy less fixed offsets of O -438.35, Si -107.03 eV per atom: -4.848 eV
